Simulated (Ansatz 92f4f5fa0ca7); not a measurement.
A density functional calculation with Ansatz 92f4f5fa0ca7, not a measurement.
Periodic cell of 400 atoms, Si264O136, from a study of silicon, its oxide and their interface. The atomic structure is a simulated model.
Doubt: the cutoff is far below the 930 eV that the study's wrapper takes by default for these files, so forces and energies are approximate.
This geometry differs little from another in the collection (a relaxation step or a small displacement).

Settings
functional: PBE
potential files: Ansatz PAW
basis: plane waves
wave-function cutoff: 580 eV
density cutoff ratio: 5
exchange-correlation grid ratio: 1
k mesh: 1 x 1 x 1, Gamma-centred
self-consistency stop: 5e-08 eV per atom in the density residual
occupations: fixed
spin: none
net charge: 0

Cell vectors (angstrom)
a  15.4687  0  0
b  0  12.8259  0
c  0  0  36.0407

Atoms: element, x, y, z (angstrom)
Si  -0.0509  1.1694  33.3878
Si  3.8786  1.1693  33.3962
Si  7.7218  1.1682  33.372
Si  11.5948  1.1682  33.3785
Si  1.8946  7.5848  33.3713
Si  5.8163  7.583  33.3623
Si  9.68  7.5791  33.3708
Si  13.5446  7.5801  33.3499
Si  1.9336  5.247  33.7738
Si  5.8008  5.247  33.7738
Si  9.6679  5.247  33.7738
Si  13.5351  5.247  33.7738
Si  0  11.6599  33.7738
Si  3.8672  11.6599  33.7738
Si  7.7343  11.6599  33.7738
Si  11.6015  11.6599  33.7738
Si  0  4.664  35.0105
Si  3.8672  4.664  35.0105
Si  7.7343  4.664  35.0105
Si  11.6015  4.664  35.0105
Si  1.9336  11.0769  35.0105
Si  5.8008  11.0769  35.0105
Si  9.6679  11.0769  35.0105
Si  13.5351  11.0769  35.0105
Si  0  2.332  35.4227
Si  3.8672  2.332  35.4227
Si  7.7343  2.332  35.4227
Si  11.6015  2.332  35.4227
Si  1.9336  8.745  35.4227
Si  5.8008  8.745  35.4227
Si  9.6679  8.745  35.4227
Si  13.5351  8.745  35.4227
Si  1.9336  1.749  0.6188
Si  5.8008  1.749  0.6188
Si  9.6679  1.749  0.6188
Si  13.5351  1.749  0.6188
Si  0  8.162  0.6188
Si  3.8672  8.162  0.6188
Si  7.7343  8.162  0.6188
Si  11.6015  8.162  0.6188
Si  0  5.83  1.031
Si  3.8672  5.83  1.031
Si  7.7343  5.83  1.031
Si  11.6015  5.83  1.031
Si  1.9336  12.2429  1.031
Si  5.8008  12.2429  1.031
Si  9.6679  12.2429  1.031
Si  13.5351  12.2429  1.031
Si  1.9336  5.247  2.2678
Si  5.8008  5.247  2.2678
Si  9.6679  5.247  2.2678
Si  13.5351  5.247  2.2678
Si  0  11.6599  2.2678
Si  3.8672  11.6599  2.2678
Si  7.7343  11.6599  2.2678
Si  11.6015  11.6599  2.2678
Si  1.9336  2.915  2.68
Si  5.8008  2.915  2.68
Si  9.6679  2.915  2.68
Si  13.5351  2.915  2.68
Si  0  9.328  2.68
Si  3.8672  9.328  2.68
Si  7.7343  9.328  2.68
Si  11.6015  9.328  2.68
Si  0.2581  0.0293  27.1357
Si  3.3347  0.4846  26.9519
Si  7.8981  0.0105  26.8435
Si  11.0796  0.2263  26.79
Si  2.8894  6.4189  26.9664
Si  5.3379  6.3401  27.1118
Si  10.0351  6.4666  26.6812
Si  13.244  6.5248  26.63
Si  2.0702  4.2179  27.2577
Si  5.8177  4.0377  27.2591
Si  9.6662  4.1119  26.8503
Si  13.5613  4.1055  26.9963
Si  -0.2213  10.5419  27.2399
Si  3.9088  10.2831  27.095
Si  7.6562  10.4034  27.1369
Si  11.4473  10.7249  26.9959
Si  0.0286  3.6042  28.3388
Si  3.8992  3.4508  28.5136
Si  7.8322  3.5119  28.3263
Si  11.58  3.5882  28.2522
Si  1.8603  9.8946  28.2578
Si  5.7767  9.823  28.4549
Si  9.6416  9.9445  28.3422
Si  13.3246  10.0087  28.4179
Si  0.0209  1.3029  29.0449
Si  3.7577  1.2231  29.0981
Si  7.7272  1.176  28.8882
Si  11.53  1.296  28.8453
Si  2.0054  7.6312  28.7955
Si  5.7985  7.5427  29.0445
Si  9.7181  7.5981  28.7749
Si  13.4898  7.6294  28.7549
Si  1.8685  0.6076  30.2914
Si  5.7832  0.5592  30.0904
Si  9.6528  0.6228  30.12
Si  13.4692  0.6374  30.0603
Si  0.0028  7.0382  29.955
Si  3.8305  7.0414  30.1986
Si  7.819  6.9686  30.0696
Si  11.6117  7.0345  30.0636
Si  -0.0136  4.7153  30.4309
Si  3.8561  4.7042  30.515
Si  7.7828  4.6399  30.4349
Si  11.5766  4.6988  30.3927
Si  1.8778  11.0677  30.4003
Si  5.7719  11.0546  30.4784
Si  9.6558  11.0984  30.4393
Si  13.446  11.1288  30.4932
Si  1.907  4.0952  31.7072
Si  5.8204  4.0884  31.6891
Si  9.6881  4.0805  31.6997
Si  13.5129  4.1137  31.6633
Si  -0.0433  10.5029  31.6733
Si  3.8153  10.5093  31.6945
Si  7.7291  10.4933  31.6926
Si  11.5532  10.5054  31.7259
Si  1.9122  1.7882  32.2728
Si  5.7931  1.7535  32.1312
Si  9.6624  1.7609  32.171
Si  13.4975  1.783  32.124
Si  -0.0119  8.1679  32.0653
Si  3.8421  8.2018  32.2155
Si  7.7644  8.158  32.1201
Si  11.6058  8.1727  32.134
Si  0  2.332  3.9167
Si  3.8672  2.332  3.9167
Si  7.7343  2.332  3.9167
Si  11.6015  2.332  3.9167
Si  1.9336  8.745  3.9167
Si  5.8008  8.745  3.9167
Si  9.6679  8.745  3.9167
Si  13.5351  8.745  3.9167
Si  1.9549  6.4081  4.3207
Si  5.7986  6.4099  4.3285
Si  9.655  6.4089  4.3379
Si  13.5029  6.4071  4.3192
Si  0.0153  12.8263  4.3278
Si  3.9011  12.8278  4.3097
Si  7.7291  12.8253  4.3236
Si  11.6125  12.8277  4.3129
Si  -0.0079  5.7833  5.4623
Si  3.8837  5.8248  5.5861
Si  7.7172  5.7938  5.5611
Si  11.577  5.8181  5.5887
Si  1.9829  12.2469  5.5255
Si  5.8076  12.2402  5.5851
Si  9.6763  12.2215  5.5151
Si  13.5392  12.2697  5.5652
Si  -0.0007  3.4769  5.9957
Si  3.8925  3.4972  6.0196
Si  7.7399  3.4721  6.0187
Si  11.5876  3.4875  6.0115
Si  1.9984  9.9171  5.9662
Si  5.8402  9.8983  5.9743
Si  9.6817  9.8916  5.9805
Si  13.5446  9.9303  5.9644
Si  1.9459  2.9334  7.2486
Si  5.8248  2.9009  7.3023
Si  9.668  2.8983  7.2905
Si  13.5269  2.963  7.2754
Si  0.0394  9.3184  7.1203
Si  3.9325  9.2915  7.2114
Si  7.7565  9.2458  7.1989
Si  11.6196  9.3  7.2016
Si  -0.0192  6.9998  7.4361
Si  3.8775  6.9572  7.6732
Si  7.6778  6.9268  7.6278
Si  11.5703  6.9853  7.6571
Si  2.0464  13.4184  7.5646
Si  5.8101  13.3957  7.6623
Si  9.6737  13.3652  7.5601
Si  13.5449  13.4426  7.6315
Si  1.8316  6.4252  8.7325
Si  5.7863  6.31  8.9584
Si  9.5987  6.3715  8.87
Si  13.5974  6.5059  8.7778
Si  0.0945  12.7914  8.6686
Si  3.9079  12.8341  8.9456
Si  7.7636  12.673  8.7608
Si  11.5891  12.7595  8.7873
Si  1.846  4.1273  9.3204
Si  5.8495  3.9827  9.4502
Si  9.6666  4.0798  9.3906
Si  13.5828  4.184  9.3394
Si  0.0778  10.5257  9.1354
Si  3.9856  10.4534  9.2671
Si  7.7623  10.3692  9.2652
Si  11.6187  10.4315  9.2629
Si  -0.0508  3.2902  10.5724
Si  3.7785  3.6363  10.5769
Si  7.8394  3.2746  10.6841
Si  11.6628  3.8556  10.6601
Si  2.0063  9.9605  10.3809
Si  5.877  9.7478  10.5804
Si  9.6836  9.7832  10.5289
Si  13.6464  10.1671  10.4655
Si  0.3593  0.9735  10.7451
Si  3.4992  1.308  10.9485
Si  8.1353  0.95  10.7641
Si  11.2974  0.7875  10.9542
Si  1.5354  7.6643  10.7032
Si  6.0128  7.3986  11.074
Si  9.1986  7.4989  10.9215
Si  13.9206  7.8306  10.7184
O  7.6092  -3.4775  25.8344
O  -0.9764  0.6382  26.2616
O  14.2734  7.3112  25.568
O  11.9594  0.9298  25.5633
O  -0.0206  7.4804  11.2612
O  7.6358  7.2176  11.4498
O  12.2026  12.6749  11.9579
O  4.4645  13.7662  12.2342
O  7.1004  13.2668  11.9423
O  14.8681  13.0339  11.8623
O  2.5284  6.9407  11.7664
O  5.0721  6.7783  12.3313
O  12.8043  7.2878  11.7631
O  2.2585  10.8902  11.7656
O  17.3885  13.7868  11.3287
O  9.6895  13.4781  11.2871
O  9.7662  10.5031  12.0209
O  3.719  4.5162  12.0061
O  7.9843  3.571  12.3425
O  -0.1438  3.6181  12.196
O  10.1625  7.003  12.1583
O  11.7702  15.1511  11.2708
O  6.1668  10.5704  12.0015
O  11.6965  4.8692  11.9776
O  9.5056  3.4155  25.3121
O  11.6276  6.729  26.2063
O  -1.911  15.9143  25.6557
O  6.7779  0.7581  25.8787
O  4.0896  11.8819  26.7881
O  4.1099  1.496  25.9421
O  8.9986  7.0918  25.5524
O  9.4671  0.3508  26.3622
O  2.4224  6.5573  25.3515
O  1.9787  3.9391  25.5889
O  11.2847  10.2446  25.3831
O  4.0831  9.6298  25.5795
O  6.3021  6.983  25.9427
O  14.5478  -2.8717  25.8264
O  5.9309  3.3278  25.7361
O  17.2249  0.3694  26.4854
Si  8.2864  -1.3632  22.7083
Si  0.8316  9.7095  20.1077
Si  13.1302  9.6002  19.8768
Si  10.08  13.5515  14.7714
Si  9.4106  11.7315  17.1233
Si  1.1958  6.5508  20.3223
Si  12.0732  5.4319  22.6724
Si  3.1281  4.5781  21.788
Si  10.2449  10.5419  13.5687
Si  10.3615  14.3578  21.4314
Si  1.1998  14.9298  18.5128
Si  7.5426  7.7988  25.2885
Si  7.9047  9.7033  15.4693
Si  13.6671  11.9337  12.1047
Si  11.4586  4.2599  17.0767
Si  5.8927  13.5757  13.0023
Si  2.0629  4.9862  17.9487
Si  1.6044  11.4488  15.833
Si  3.5904  6.0446  12.5871
Si  9.7954  3.5507  23.6984
Si  5.2472  0.3315  20.0356
Si  15.0122  13.086  22.8892
Si  13.4907  1.4817  25.3221
Si  5.6288  10.6759  13.5384
Si  0.5024  8.8561  14.7581
Si  2.6455  12.0162  18.6012
Si  11.6508  6.4252  12.4895
Si  6.8032  7.2312  20.2815
Si  12.1719  8.3932  22.5573
Si  11.027  4.1665  20.1758
Si  15.4207  1.3399  15.805
Si  5.6002  1.7786  25.3414
Si  -0.9462  8.7269  24.7463
Si  11.8214  9.5572  16.9773
Si  11.0146  10.6797  23.8258
Si  12.7846  2.2862  15.2078
Si  -0.3968  5.1924  22.5258
Si  7.3061  7.1349  17.3519
Si  6.5189  8.8901  22.7744
Si  0.6983  2.6107  21.4209
Si  8.3615  -0.2371  20.0019
Si  16.5122  10.3747  23.231
Si  5.0145  5.8675  18.4895
Si  5.5801  3.4668  20.1274
Si  2.089  5.1819  24.5025
Si  8.1448  4.6053  21.3382
Si  4.1514  10.2785  24.0643
Si  5.671  12.8742  23.0815
Si  8.8769  4.9664  15.8678
Si  11.2256  6.7344  15.487
Si  1.4964  5.8702  14.9532
Si  -0.3086  3.5433  13.8091
Si  2.5801  10.416  13.2889
Si  13.2275  10.1264  14.425
Si  12.543  -0.7792  21.6816
Si  7.8014  2.8528  13.8184
O  7.0628  3.4921  20.8182
O  12.4274  3.0664  16.5889
O  15.9493  2.2891  14.5557
O  16.2791  10.0022  15.9096
O  1.3708  8.1535  20.0082
O  14.0607  -0.1924  21.6394
O  11.9656  5.6921  16.4928
O  10.2033  12.1112  14.0086
O  0.7113  1.2295  22.2908
O  14.0245  1.1775  23.8217
O  4.9615  11.7063  23.9883
O  11.5215  6.9408  22.8455
O  6.3292  2.0911  13.8554
O  10.8957  9.3731  22.8515
O  12.0226  5.0578  21.0954
O  2.1736  3.2785  21.5393
O  5.3059  6.7406  19.8453
O  11.4522  1.5947  14.5853
O  6.6392  8.5536  21.1949
O  0.3217  2.317  19.8657
O  3.4444  5.7886  18.2008
O  10.6137  10.6329  17.1216
O  0.8408  10.1759  21.6496
O  5.4584  1.5327  23.7373
O  4.5745  4.1845  21.1923
O  4.9479  9.1931  23.1323
O  5.6911  12.2622  13.9622
O  11.2117  2.6114  20.5757
O  6.5414  9.8454  14.5904
O  11.285  8.194  16.2252
O  9.7863  13.1217  16.3278
O  8.9868  13.9721  20.6262
O  2.7156  11.5581  17.0256
O  1.5559  9.1648  13.5395
O  13.6149  5.4511  23.1803
O  2.6255  10.531  23.5623
O  7.9029  4.0894  14.8919
O  9.1255  -0.6579  18.6466
O  11.754  9.8723  13.7107
O  9.941  3.9287  16.5483
O  7.4188  10.1789  23.0968
O  13.8358  -1.3729  13.6736
O  11.5135  4.3917  18.6708
O  11.9949  6.6611  14.0586
O  10.017  2.1049  22.9383
O  2.5241  5.9224  21.0625
O  12.4279  9.2099  18.4513
O  12.7737  8.4796  21.0301
O  0.3273  4.9778  14.251
O  7.1903  7.7318  23.6993
O  9.2064  9.6425  14.4709
O  11.3299  13.0751  21.4535
O  15.7092  11.7773  23.6177
O  13.5628  3.3352  14.1918
O  16.1465  5.381  23.7269
O  2.3025  11.598  14.3676
O  9.6223  -1.2968  23.65
O  0.2238  14.936  17.2157
O  2.2107  16.22  18.3322
O  -1.0728  8.9639  14.275
O  -2.1074  8.7915  23.611
O  1.744  5.1343  16.3757
O  8.0977  10.9982  16.4572
O  7.6397  7.5719  18.9054
O  8.9046  1.6892  14.1672
O  5.7218  6.6979  17.26
O  7.3028  12.7322  22.9977
O  8.5717  4.312  22.8994
O  5.6023  4.348  18.7355
O  7.7385  8.3277  16.3381
O  12.3054  11.4883  23.2128
O  12.9626  10.2726  16.0317
O  15.9493  9.008  23.9713
O  0.5865  12.6936  15.9248
O  9.7155  6.1768  15.1366
O  4.9794  12.8315  21.6117
O  2.9277  5.9504  14.1027
O  4.161  12.2532  19.1942
O  9.4653  4.5734  20.3796
O  8.068  5.7289  17.0449
O  -0.4112  3.6581  21.9823
O  4.1397  9.9912  13.5248
O  1.7919  10.8041  19.3316
O  11.1802  4.4203  23.5744
O  0.9586  5.7307  18.9129
O  5.1048  1.9437  19.7721
O  14.7414  9.7368  19.5913
O  13.8224  13.9286  15.6114
O  7.5281  6.0979  21.1933
O  -0.0813  6.2676  21.3209
O  12.4768  10.9844  20.4479
O  6.7739  -0.096  19.6473
O  1.9471  13.4917  18.6833
O  0.8552  7.3504  15.2536
O  8.6393  -1.4069  21.115
O  3.254  4.8728  23.3947

Results
free energy: -245177.261 eV
free energy less fixed offsets of O -568.88, Si -635.61 eV per atom: -8.541 eV

Forces (eV/angstrom), in the order of the atoms: element, x, y, z
Si  -0.0006  0.0081  0.0025
Si  0.0046  0.0013  -0.0015
Si  -0.0018  0.0053  0.0037
Si  0.0004  0.0034  0.0003
Si  -0.0004  0.0029  0.0029
Si  0.0024  0.0055  0.0055
Si  -0.0004  -0.0004  0.0028
Si  -0.0034  0.0013  0.0022
Si  -0.095  0.1069  -0.0104
Si  0.0882  -0.0097  -0.1129
Si  0.063  0.0024  -0.0799
Si  -0.0737  0.044  -0.2048
Si  -0.0584  -0.0383  -0.1743
Si  -0.1216  0.0581  -0.064
Si  -0.0016  -0.041  -0.0985
Si  -0.1061  0.059  0.1335
Si  0.0259  -0.0466  -0.0445
Si  0.0037  -0.0014  -0.0455
Si  -0.0127  -0.0092  -0.0265
Si  -0.027  -0.0068  -0.0244
Si  0.0271  0.0115  -0.0197
Si  0.0326  -0.0406  -0.0583
Si  0.0264  0.0244  0.0185
Si  0.0165  -0.0518  -0.0362
Si  -0.1703  0.0473  0.2218
Si  0.1016  0.0771  0.2598
Si  -0.0371  0.0162  0.0984
Si  0.0034  0.0362  0.1385
Si  -0.1473  0.0172  0.0875
Si  0.0764  -0.0106  0.033
Si  0.0177  0.0109  0.0623
Si  0.0501  -0.0063  -0.0504
Si  0.0124  -0.0257  -0.0289
Si  -0.0019  0.0369  0.0364
Si  0.0068  -0.0059  -0.0041
Si  0.0127  0.0452  0.0451
Si  0.0237  0.0317  0.0249
Si  0.0228  -0.0203  -0.0437
Si  0.0053  0.0169  0.0061
Si  -0.0117  -0.0062  -0.0158
Si  -0.0201  0.0367  0.0389
Si  -0.0006  -0.0149  -0.0231
Si  0.0126  0.0152  0.015
Si  0.0224  -0.0195  -0.0163
Si  -0.0176  0.0087  0.0251
Si  -0.0209  -0.0127  -0.022
Si  -0.0252  0.0061  0.0194
Si  -0.0109  0.006  0.0011
Si  0.1124  -0.0135  -0.1007
Si  -0.0191  -0.008  -0.033
Si  -0.0113  0.0037  0.0325
Si  -0.1274  0.0036  -0.1021
Si  0  -0.0228  -0.0073
Si  0.0858  -0.0363  -0.1389
Si  -0.0415  -0.0311  -0.0464
Si  0.0469  -0.0371  -0.1152
Si  -0.0199  0.0453  0.0605
Si  -0.0034  0.0349  0.0461
Si  -0.0044  0.0321  0.0391
Si  -0.0207  0.0009  0.0486
Si  -0.0301  -0.0301  0.0124
Si  -0.0185  -0.0169  -0.004
Si  -0.0131  -0.0152  -0.0073
Si  0.0147  -0.0217  0.002
Si  0.004  -0.0295  -0.043
Si  -0.0065  0.0017  0.0527
Si  0.0106  -0.0031  -0.016
Si  -0.0054  -0.01  0.065
Si  0.0035  -0.0207  0.0192
Si  -0.0137  -0.0223  0.0316
Si  0.0191  -0.0214  0.0205
Si  -0.0125  -0.0214  0.0212
Si  0.0386  0.0134  0.0337
Si  -0.0165  0.0358  -0.0048
Si  0.0012  0.0245  0.0127
Si  0.0038  0.0228  0.0131
Si  -0.0273  0.0351  0.0215
Si  0.0197  0.0511  -0.0014
Si  -0.0158  0.0149  0.0033
Si  -0.0058  0.0346  0.0013
Si  -0.0134  0.0088  -0.0067
Si  -0.0244  -0.0104  0.0281
Si  0.0106  -0.0021  -0.0057
Si  0.0032  -0.0055  0.008
Si  -0.0214  -0.0186  0.0213
Si  0.0176  -0.0095  0.0246
Si  0.0005  -0.0169  0.0026
Si  0.0213  -0.0065  0.0094
Si  -0.0019  0.0091  0.0268
Si  0.0205  -0.0164  -0.0167
Si  0.0062  -0.0118  -0.0005
Si  0.0142  -0.0173  -0.0486
Si  0.008  0.0053  -0.0175
Si  0.0161  -0.0029  -0.008
Si  -0.0074  0.0081  -0.0037
Si  -0.0096  0.0034  -0.0155
Si  0.0204  -0.0031  -0.0033
Si  -0.037  0.0206  -0.0138
Si  -0.0121  0.0132  0.0143
Si  -0.0186  0.0181  -0.0009
Si  -0.01  -0.007  -0.0049
Si  0.0018  0.0051  0.0318
Si  -0.013  0.02  -0.0133
Si  0.0093  -0.0063  0.0062
Si  -0.004  -0.0002  0.0029
Si  0.0035  0.003  -0.0393
Si  0.002  -0.0066  0.0013
Si  -0.0034  0.0146  -0.0138
Si  -0.0073  0.0187  -0.0148
Si  0  -0.0108  -0.016
Si  -0.002  -0.0025  -0.0037
Si  0.0049  -0.0196  -0.0208
Si  -0.0002  0.0005  0.0125
Si  -0.0024  -0.0039  0.0141
Si  -0.0044  -0.0062  0.004
Si  0.0071  -0.0083  0.0069
Si  -0.0048  -0.0017  0.0018
Si  0.014  -0.01  0.0098
Si  -0.0046  -0.0077  0.011
Si  0.0001  -0.0035  0.009
Si  -0.0138  -0.001  -0.0017
Si  0.0099  -0.0034  0.0005
Si  -0.003  -0.0039  -0.0053
Si  0.0024  -0.0001  0.0007
Si  0.0034  0.0014  0.007
Si  -0.0003  -0.0024  -0.0175
Si  -0.0004  0.0015  -0.0022
Si  -0.0016  -0.0008  -0.0066
Si  -0.0019  -0.0772  0.0722
Si  0.1063  0.0751  0.2039
Si  0.0076  -0.029  0.1926
Si  -0.0275  0.0451  0.1525
Si  0.1156  -0.0277  -0.0644
Si  0.0808  -0.0439  -0.078
Si  0.0013  -0.0888  -0.0264
Si  -0.0223  0.0316  -0.0408
Si  0.0039  -0.002  -0.0027
Si  0.0017  -0.0051  -0.0049
Si  0.0007  -0.0003  -0.0045
Si  -0.0036  -0.0056  -0.0034
Si  -0.0021  -0.0059  -0.0047
Si  -0.0011  -0.0019  -0.0007
Si  0.0018  -0.0072  -0.004
Si  -0.0012  -0.0005  -0.0033
Si  -0.0047  -0.0049  0.0009
Si  0.0018  -0.0008  -0.0004
Si  -0.0074  0.0057  0.0035
Si  0.0101  -0.0031  0.0017
Si  -0.0009  0.0038  0.0045
Si  0.0018  -0.0009  -0.0023
Si  -0.0102  0.0066  0.0064
Si  0.0085  0.0102  0
Si  0.001  0.0009  -0.0097
Si  -0.0009  0.0031  -0.0099
Si  0.0073  0.0022  -0.0091
Si  0.0075  0.0058  -0.0127
Si  0.0016  -0.0012  -0.0027
Si  -0.0102  0.0012  -0.0074
Si  0.0056  0.0017  -0.0046
Si  -0.012  0.0024  -0.0016
Si  -0.0049  0.0025  0.0045
Si  0.0015  0  0.0019
Si  -0.0028  -0.0161  0.0074
Si  0.0007  0.0096  -0.0083
Si  0.0061  0.0028  0.0113
Si  -0.0004  0.0115  -0.0035
Si  0.0039  -0.0005  -0.0037
Si  0  0.0104  0.0051
Si  0.0026  -0.0114  0.0016
Si  -0.013  -0.0125  0.0095
Si  0.0039  -0.0083  -0.0175
Si  -0.01  -0.0217  0.0068
Si  -0.0019  -0.0085  -0.0057
Si  0.0066  -0.0009  0.0051
Si  0.0337  -0.0006  -0.0049
Si  0.0091  -0.0197  0.01
Si  0.0161  0.0079  -0.0006
Si  -0.01  -0.0053  0.0085
Si  0.0238  0.0195  0.0315
Si  -0.0165  -0.0127  -0.0298
Si  -0.009  0.0023  -0.0096
Si  0.002  -0.0235  -0.0094
Si  -0.0163  -0.0163  -0.0107
Si  -0.0369  0.0288  0.0927
Si  0.0017  0.0087  0.0023
Si  -0.007  0.0068  0.0082
Si  -0.0314  0.0149  -0.0241
Si  0.0195  0.006  -0.0015
Si  -0.0151  0.0069  -0.0168
Si  0.0021  0.007  0.0097
Si  0.0079  0.0188  0.0005
Si  0.0123  0.015  -0.0227
Si  -0.0058  -0.0211  -0.0155
Si  -0.0017  -0.0375  -0.0143
Si  0.0118  -0.032  -0.0068
Si  0.0092  -0.0073  0.0598
Si  0.0321  -0.028  0.0002
Si  -0.0219  -0.0206  -0.0016
Si  -0.018  -0.0339  0.0005
Si  0.0002  -0.0195  -0.0076
Si  0.0021  0.0247  -0.0183
Si  0.0017  0.0358  -0.0057
Si  0.0121  0.026  0.0108
Si  0.024  -0.0327  -0.1377
Si  0.0086  0.033  -0.0409
Si  0.0239  0.0216  -0.0093
Si  -0.0071  0.0049  -0.0749
Si  -0.0104  0.0251  0.0153
O  0.0016  -0.0125  -0.0038
O  0.004  0  0.0136
O  0.0229  0.0265  -0.0162
O  0.0206  0.0117  -0.0091
O  -0.0113  -0.0157  0.0227
O  -0.0254  -0.0012  0.0018
O  0.0059  -0.0098  0.0264
O  0.0189  -0.0088  0.0007
O  -0.0168  -0.0021  -0.002
O  0.0038  -0.0016  0.0043
O  -0.0113  0.003  -0.0073
O  -0.0184  -0.0077  0.0019
O  0.0078  0.0016  -0.014
O  0.0004  0.0079  0.0282
O  -0.0005  -0.0081  0.0039
O  -0.0156  0.0045  0.0077
O  0.0133  0.0164  0.0315
O  0.001  0.0199  0.0104
O  -0.0029  -0.0059  0.0124
O  -0.0026  0.0017  0.0139
O  0.0256  -0.0163  0.0344
O  0.007  0.0096  0.0027
O  -0.0037  0.008  0.018
O  0.0059  -0.0115  -0.0234
O  0.0029  -0.0082  -0.0448
O  -0.0022  0.004  -0.0024
O  0.0002  -0.031  -0.0135
O  -0.0144  0.0056  0.0102
O  0.0032  -0.0145  -0.0087
O  0.0053  -0.0038  -0.0112
O  -0.0179  0.007  -0.0023
O  0.0037  0.0014  0.0023
O  -0.0066  -0.0001  -0.0224
O  -0.0079  -0.0074  -0.0373
O  -0.0028  -0.0037  -0.0305
O  0.0011  -0.0019  -0.0331
O  0.0238  0.0199  -0.0252
O  0.0005  -0.0129  -0.0068
O  0.0044  -0.0181  -0.0152
O  0.0038  -0.0079  -0.0133
Si  0.0007  0.0066  -0.0059
Si  0.0015  0.0002  -0.0045
Si  -0.0011  -0.0023  -0.0106
Si  -0.002  -0.0041  0.0065
Si  -0.0019  0.0019  0.0003
Si  0.001  -0.0027  -0.0086
Si  -0.0015  -0.0096  -0.0101
Si  0.002  -0.0002  -0.0036
Si  -0.0039  0.0012  -0.0088
Si  -0.0007  -0.0012  -0.0115
Si  0.0005  0.0027  0.0018
Si  0.0028  -0.0057  0.0056
Si  0.0054  0.0053  0.0045
Si  -0.0206  0.0208  0.014
Si  -0.0023  -0.0004  0.014
Si  -0.0079  -0.0086  0.0134
Si  0.002  0.0005  -0.0056
Si  -0.0008  -0.0024  0.0099
Si  0.0324  -0.0208  0.0211
Si  0.0062  0.0046  0.018
Si  -0.0003  0.0003  -0.0047
Si  -0.0067  0.0036  -0.0058
Si  -0.0148  0.0181  -0.0099
Si  -0.0075  0.0034  0.0023
Si  0.0005  -0.0024  0.0186
Si  0.0022  -0.0043  -0.002
Si  -0.0128  0.0003  0.0112
Si  -0.0051  0.0018  -0.0043
Si  0.0049  -0.0057  -0.007
Si  0.0087  0.0102  -0.0239
Si  0.0004  0.006  0.0117
Si  0.0006  0.0028  0.0074
Si  -0.0026  -0.012  0.0093
Si  0.0027  -0.0011  0.0023
Si  -0.0109  -0.0004  0.0075
Si  -0.0032  0.0002  0.0074
Si  0.0043  0.0051  -0.0003
Si  0.002  0.0011  0.0011
Si  0.0015  -0.0113  -0.0061
Si  0.005  0.0026  -0.0165
Si  0.0022  -0.0022  -0.0106
Si  0.0053  -0.0034  -0.0127
Si  -0.0044  -0.001  -0.0004
Si  -0.0015  -0.0012  -0.0075
Si  0.0049  0.0009  0.0091
Si  0.0011  -0.0063  -0.0121
Si  -0.0002  0.0002  -0.0068
Si  0.0003  0.0135  -0.0025
Si  -0.0005  -0.0039  0.01
Si  0.0084  0.0049  -0.0099
Si  0.0071  -0.0003  0.0131
Si  -0.0043  0.0016  0.0065
Si  0.013  0.0111  0.0018
Si  -0.0054  0.0123  -0.0034
Si  0.0021  -0.0019  -0.0096
Si  0.0045  0.0006  0.0113
O  0.0007  0.0034  0.0067
O  -0.0045  0.0042  0.0013
O  -0.0004  -0.0076  -0.0037
O  0.0033  0.0031  -0.009
O  -0.0004  -0.0011  0.0057
O  -0.0043  -0.0032  0.0013
O  0.0005  -0.0099  0.0016
O  -0.0014  0.0032  -0.0077
O  0.0061  0.0027  0.0074
O  0.0116  -0.0133  -0.0062
O  0.0016  0.0005  0.0071
O  0.0031  0.0078  0.0084
O  0.0064  0.0069  -0.0098
O  0.0023  -0.0082  0.0031
O  -0.0095  -0.01  -0.0028
O  -0.0033  -0.0011  0.0076
O  0.0054  0.0012  0.0067
O  0.0027  0.0035  -0.0036
O  0.0037  -0.009  -0.0068
O  0.0005  -0.0017  0.0005
O  0.001  -0.0014  -0.0004
O  0.0017  -0.0003  -0.0033
O  0.0027  -0.0032  -0.0073
O  -0.0011  -0.0119  -0.0112
O  0.0056  -0.003  0.0025
O  0.006  -0.0041  0.0054
O  0.0014  -0.0071  -0.0137
O  0.0038  0.0031  0.0006
O  0.0053  -0.0045  -0.0058
O  0.0031  0.0065  0.001
O  -0.0007  -0.0055  0.004
O  -0.0008  -0.0045  0.0048
O  0.0013  0.0027  -0.0029
O  -0.0021  0.0002  -0.0037
O  -0.0007  -0.0015  0.0053
O  -0.0109  -0.0014  0.01
O  0.0028  0.0039  -0.0029
O  -0.001  0.0004  0.0054
O  0.0058  0.0005  -0.0075
O  0.0099  0.0032  -0.0053
O  0.0013  0.0042  0.0071
O  -0.0014  -0.0192  0.002
O  -0.008  -0.0058  0.0095
O  -0.0034  0.0025  0.018
O  0.0039  -0.0031  0.0026
O  -0.0038  0.0033  0.004
O  0.0034  0.0011  0.0062
O  0.0022  0.0015  0.0005
O  0.006  0.0048  -0.0068
O  -0.0093  0.0072  -0.0125
O  -0.0105  -0.0004  -0.0043
O  0.0001  0.0019  0.0084
O  0.0006  0.0021  0.0108
O  -0.0026  -0.0062  -0.0046
O  -0.0131  -0.0017  -0.0085
O  0.0001  -0.0076  -0.0085
O  0.003  -0.0079  0.0013
O  0.0009  -0.0013  -0.0003
O  -0.0015  -0.0015  0.0004
O  0.0023  -0.0007  -0.0094
O  -0.0146  -0.0025  -0.0066
O  0.0014  -0.0015  0.0051
O  0.004  0.0012  -0.002
O  0.0005  -0.0004  0.0002
O  0.0001  0.0022  -0.0082
O  0.0043  0.0022  -0.0078
O  0.0028  -0.0056  0.006
O  0.0053  -0.0003  0.0035
O  0.0024  -0.0011  0.0018
O  -0.0032  -0.0136  0.0022
O  0.0042  0.0045  0.0023
O  -0.0032  -0.0037  0.0074
O  0.007  0.0062  0.0061
O  0.0027  -0.0019  -0.0081
O  -0.0031  -0.004  -0.0045
O  -0.0022  -0.0017  -0.005
O  -0.0146  -0.0025  0.0132
O  -0.0011  0.0002  0.0024
O  0.0084  -0.0004  0.0034
O  0.0005  0.0037  -0.0041
O  0.002  -0.0055  0.0065
O  0.0007  0.0132  -0.0143
O  0.0006  0.0011  0.0029
O  -0.009  -0.0053  0.0034
O  -0.0009  -0.0019  0.001
O  0.0031  -0.0015  0.0046
O  -0.0037  -0.0003  0.0028
O  0.0046  -0.0028  -0.0073
O  -0.0016  0.0048  0.0055
O  0.0035  0.0019  0.0037
O  0.0014  -0.0032  0.0036
O  0.0024  -0.0009  0.0036
O  -0.0005  -0.0025  -0.0002
O  -0.0007  -0.004  -0.0146
O  0.0016  0.0018  -0.0008
O  0.0042  -0.0034  -0.006

The program warned: the cutoff lies below the one the program advises for these potential files; the forces do not sum to zero within the program's tolerance; the exchange-correlation potential is rough where the density is thin.
